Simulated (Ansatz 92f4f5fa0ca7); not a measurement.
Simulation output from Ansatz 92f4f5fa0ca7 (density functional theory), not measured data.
Periodic cell of 215 atoms, Si133O82, from a study of silicon, its oxide and their interface. The atomic structure is a simulated model.
Doubt: the cutoff is far below the 930 eV that the study's wrapper takes by default for these files, so forces and energies are approximate.
This geometry differs little from another in the collection (a relaxation step or a small displacement).

Settings: functional PBE; potential files Ansatz PAW; basis plane waves; wave-function cutoff 580 eV; density cutoff ratio 5; exchange-correlation grid ratio 1; k mesh 1 x 1 x 1, Gamma-centred; self-consistency stop 5e-08 eV per atom in the density residual; occupations fixed; spin none; net charge 0.

Cell vectors (angstrom)
a  10.938  0  0
b  0  10.938  0
c  0  0  31.5432

Atoms: element, x, y, z (angstrom)
Si  10.4359  0.5723  24.3346
Si  6.0429  10.4974  24.1373
Si  2.1296  3.2464  24.0806
Si  8.7063  2.2578  24.2947
Si  0.4979  5.0516  24.1553
Si  5.0506  5.8953  24.1945
Si  3.3932  7.6495  24.1524
Si  7.831  8.8257  23.9902
Si  1.3458  1.4736  25.4492
Si  6.911  1.309  25.4749
Si  4.0273  4.0994  25.3229
Si  9.6564  4.104  25.4048
Si  1.4901  6.8179  25.3536
Si  6.8955  6.9469  25.2425
Si  4.2228  9.537  25.3288
Si  9.5343  9.6374  25.4268
Si  2.7804  -0.0001  26.6499
Si  8.2118  -0.0232  26.9194
Si  0.0082  2.7729  26.8964
Si  5.4501  2.7351  26.6701
Si  2.748  5.4413  26.8216
Si  8.2201  5.5215  26.6359
Si  0.0399  8.2046  26.6551
Si  5.542  8.203  26.7807
Si  4.1126  1.3614  28.0674
Si  9.5825  1.3756  28.2446
Si  1.3824  4.1296  28.2431
Si  6.8344  4.1372  28.0205
Si  4.1493  6.8266  28.1346
Si  9.5969  6.8467  28.0468
Si  1.3984  9.5795  28.0399
Si  6.8307  9.54  28.242
Si  0.0361  -0.0231  29.5009
Si  5.4496  0.0139  29.5007
Si  2.7586  2.7124  29.5008
Si  8.1744  2.7692  29.4874
Si  -0.0208  5.4999  29.5032
Si  5.4915  5.4567  29.4878
Si  2.7436  8.2058  29.4657
Si  8.2386  8.1719  29.5032
Si  1.3673  1.3673  30.8594
Si  6.8362  1.3673  30.8594
Si  4.1018  4.1018  30.8594
Si  9.5708  4.1018  30.8594
Si  1.3673  6.8362  30.8594
Si  6.8362  6.8362  30.8594
Si  4.1018  9.5708  30.8594
Si  9.5708  9.5708  30.8594
Si  2.7345  0  0.6835
Si  8.2035  0  0.6835
Si  0  2.7345  0.6835
Si  5.469  2.7345  0.6835
Si  2.7345  5.469  0.6835
Si  8.2035  5.469  0.6835
Si  0  8.2035  0.6835
Si  5.469  8.2035  0.6835
Si  4.1199  1.3432  2.0537
Si  9.5318  1.3871  2.0333
Si  1.3311  4.1318  2.0492
Si  6.8528  4.0706  2.06
Si  4.0744  6.8656  2.0332
Si  9.5952  6.8108  2.0535
Si  1.3763  9.5583  2.0627
Si  6.8312  9.5721  2.062
Si  -0.0615  -0.0069  3.3234
Si  5.4689  -0.0149  3.4942
Si  2.6962  2.7215  3.3195
Si  8.1868  2.6902  3.506
Si  -0.0231  5.4677  3.5233
Si  5.4515  5.4805  3.3026
Si  2.737  8.201  3.4926
Si  8.2329  8.1845  3.3722
Si  1.2909  1.3613  4.6762
Si  6.8413  1.3031  4.9166
Si  4.0692  4.1147  4.6546
Si  9.5342  4.0658  4.8935
Si  1.3516  6.8676  4.8916
Si  6.8368  6.8005  4.6925
Si  4.1049  9.5649  4.888
Si  9.5776  9.566  4.7532
Si  2.6169  0.0376  6.111
Si  8.2277  -0.1346  6.2721
Si  -0.0193  2.6494  6.2052
Si  5.3795  2.762  6.09
Si  2.749  5.4296  6.1465
Si  8.0964  5.4361  6.1891
Si  -0.0046  8.2916  6.2413
Si  5.5591  8.1495  6.1572
Si  3.4871  1.9187  7.1953
Si  10.0264  0.8243  7.4748
Si  1.7815  3.6469  7.3609
Si  6.2141  4.5244  7.3931
Si  4.6382  6.307  7.2629
Si  9.1569  7.1926  7.3301
Si  0.8947  10.1486  7.5287
Si  7.4016  8.888  7.4932
O  4.572  6.6012  8.8899
O  1.388  3.984  8.9449
O  9.7424  6.5571  8.7488
O  1.3073  10.1008  9.1608
O  6.0862  4.225  9.0352
O  3.713  1.5725  8.7802
O  7.1206  8.9606  9.14
O  9.6557  1.0741  9.0766
O  8.2553  2.5244  22.7303
O  10.9986  5.5492  22.6347
O  5.6412  0.0768  22.6218
O  5.2977  5.395  22.6329
O  2.1444  2.7991  22.4763
O  3.3297  7.8442  22.499
O  8.3821  8.7375  22.4112
O  -0.1737  11.2342  22.7452
Si  2.1537  2.993  12.8929
Si  8.6829  1.2918  10.3609
Si  1.0705  4.5058  15.3547
Si  7.5553  5.5665  12.2069
Si  2.4112  8.1824  21.2041
Si  5.42  7.7627  12.4786
Si  9.2594  0.4593  15.5011
Si  2.9097  -0.0456  16.6483
Si  10.4675  1.1687  12.6084
Si  7.7666  2.8294  21.2243
Si  9.1341  8.7905  14.4689
Si  1.4677  4.7912  10.3598
Si  4.4794  9.4858  19.1268
Si  11.0715  6.0981  21.105
Si  6.6125  10.4505  14.8449
Si  5.3903  0.731  21.1632
Si  2.3484  9.8048  10.3951
Si  0.4279  10.6308  21.383
Si  5.8564  5.2501  21.125
Si  3.6442  7.0878  10.1108
Si  9.0499  5.6872  14.8429
Si  3.6642  4.0769  19.0938
Si  10.0311  3.6635  19.3075
Si  4.2567  8.6628  15.3593
Si  0.4559  1.919  17.151
Si  6.7895  7.5324  19.2444
Si  5.2569  3.6225  16.7376
Si  7.7826  5.0138  17.5186
Si  6.6756  9.9042  10.3944
Si  4.3793  1.0467  10.1365
Si  -0.027  9.0971  11.9111
Si  9.0989  8.6287  20.9356
Si  4.5508  1.6687  14.5735
Si  2.4452  2.0793  21.0451
Si  6.332  3.3288  10.3752
Si  3.4338  5.9181  16.7411
Si  9.874  6.5496  10.362
O  0.1286  2.6297  18.5805
O  2.9226  9.6275  15.5717
O  10.8597  4.8048  20.135
O  7.5561  2.3651  9.9256
O  10.9218  5.3567  10.806
O  6.5875  6.6989  12.8831
O  10.3096  8.0729  10.7948
O  7.6676  9.4578  14.0052
O  8.4082  6.2207  10.9853
O  5.3559  10.4928  20.0519
O  2.1641  3.7576  11.436
O  7.9691  8.5469  19.7557
O  6.2025  6.7272  20.5419
O  5.5064  2.7155  15.4058
O  1.3064  0.9207  20.6965
O  6.0798  9.0182  11.6387
O  4.6142  4.9881  16.1109
O  6.5956  3.9035  17.6304
O  10.5593  10.6817  11.816
O  5.5785  0.4992  13.9848
O  8.0122  5.0979  15.923
O  9.7259  9.821  15.5996
O  -0.3945  5.15  15.1459
O  1.5646  6.8402  20.7882
O  1.4954  0.6316  17.1669
O  6.5903  1.7774  20.7979
O  1.0008  1.8258  12.8479
O  3.2555  5.4957  18.3347
O  9.5202  2.01  11.58
O  1.0268  3.0965  16.1763
O  8.6072  5.1378  13.376
O  10.2842  8.5998  13.3237
O  1.4432  9.3974  21.6911
O  10.0798  9.9287  20.6043
O  3.1724  0.2094  10.9003
O  5.0627  2.3735  10.8378
O  1.7543  4.1787  13.924
O  7.9484  10.8346  10.8522
O  9.1368  4.4707  18.2155
O  5.6324  9.4997  15.7677
O  5.5382  -0.0352  9.8108
O  3.5894  2.3181  13.3929
O  1.9743  5.651  16.0723
O  9.7044  1.0408  14.0383
O  4.3971  6.9274  11.5331
O  4.762  4.4725  20.2195
O  9.9484  1.3543  16.6463
O  6.6983  4.2921  11.6471
O  5.5776  8.4022  18.5751
O  9.0695  2.735  20.2484
O  3.5991  1.1298  15.7738
O  4.2179  3.0733  17.9008
O  9.9092  7.2137  20.8839
O  3.3659  8.6684  9.8265
O  3.9356  7.4271  16.3823
O  7.6248  0.4879  15.6997
O  8.9327  7.3004  15.0437
O  3.929  1.4321  21.1576
O  1.5994  9.1214  11.6978
O  2.3156  6.1662  10.161
O  7.3476  6.4588  18.1446
O  7.2262  4.3665  21.1257
O  4.5503  8.2213  13.7994
O  3.3268  8.6726  19.9554
O  2.4963  3.2335  19.8726
O  3.7362  10.3619  17.9605

Results
free energy: -131185.608 eV
free energy less fixed offsets of O -568.88, Si -635.61 eV per atom: -1.318 eV

Forces (eV/angstrom), in the order of the atoms: element, x, y, z
Si  0.0143  0.0104  0.0066
Si  0.0097  0.0364  0.0297
Si  0.0017  -0.0205  0.0124
Si  -0.0356  -0.0095  0.0217
Si  0.0032  0.0245  0.0179
Si  0.0262  -0.015  0.0054
Si  -0.0124  -0.0038  0.004
Si  0.0155  -0.024  0.01
Si  -0.0226  0.036  0.0477
Si  0.0232  -0.0329  0.066
Si  -0.0334  0.0134  0.0214
Si  0.0338  -0.0333  0.0447
Si  0.0117  -0.02  0.0372
Si  -0.0159  0.0216  0.0033
Si  0.012  -0.0213  0.0207
Si  -0.0591  0.016  0.0645
Si  -0.0091  0.0299  -0.1333
Si  0.0112  -0.0144  0.2133
Si  0.0145  -0.0067  0.2095
Si  -0.0045  -0.0034  -0.1129
Si  0.0124  -0.0097  0.1313
Si  0.0155  0.0201  -0.127
Si  0.0124  0.036  -0.1202
Si  0.0295  0.0003  0.0999
Si  0.0111  0.0202  0.0714
Si  -0.0244  0.0102  -0.3586
Si  -0.02  -0.0419  -0.3448
Si  0.0276  -0.0727  0.1328
Si  -0.1032  0.0393  -0.092
Si  -0.0088  -0.0091  0.0966
Si  -0.0213  -0.0197  0.1289
Si  0.0576  0.0991  -0.3328
Si  0.026  -0.0496  -0.0244
Si  -0.0038  0.0139  0.0788
Si  0.0122  -0.0228  0.0142
Si  -0.0464  0.0482  0.0174
Si  -0.027  0.0108  0.0744
Si  0.0166  -0.0274  -0.0353
Si  0.0144  -0.03  -0.0116
Si  0.0257  -0.0393  0.0178
Si  0.1978  -0.1014  0.1398
Si  -0.1555  0.1362  -0.0852
Si  0.1767  -0.108  0.03
Si  -0.164  0.1537  -0.0583
Si  -0.0006  0.2183  -0.1232
Si  0.1494  -0.1803  0.0838
Si  -0.1517  0.0624  -0.0698
Si  0.1818  -0.116  0.078
Si  0.0603  -0.1636  0.1145
Si  -0.2155  0.0533  -0.1102
Si  -0.1952  0.1398  -0.0637
Si  0.1004  -0.1322  0.0858
Si  -0.1991  0.1186  -0.0814
Si  0.0867  -0.2088  0.1607
Si  0.2156  -0.1013  0.1114
Si  -0.045  0.1825  -0.0732
Si  0.0102  0.0018  -0.0296
Si  -0.0211  0.0752  -0.0065
Si  -0.0355  0.0495  0.0383
Si  0.0513  -0.0234  -0.0603
Si  -0.0584  0.0362  -0.0138
Si  0.0252  -0.0305  -0.0282
Si  0.0025  -0.0065  -0.0617
Si  0.0054  -0.0004  0.0528
Si  0.1832  -0.0485  0.308
Si  -0.016  0.0144  -0.108
Si  0.0583  -0.016  0.3319
Si  -0.0304  0.0862  -0.1053
Si  0.0118  -0.0062  -0.1384
Si  0.0453  -0.1093  0.3784
Si  -0.0383  0.0292  -0.0945
Si  -0.0769  -0.0204  0.1687
Si  -0.0333  0.0318  -0.1463
Si  -0.0046  -0.0065  0.0978
Si  -0.0467  0.0057  -0.1914
Si  0.0012  -0.0502  0.1316
Si  0.0438  -0.0197  0.1147
Si  -0.0127  0.0047  -0.161
Si  -0.009  -0.0263  0.1016
Si  -0.0189  0.0092  -0.0998
Si  -0.0098  -0.0327  -0.0592
Si  0.0032  -0.0058  0.0023
Si  0.0498  -0.0093  -0.0373
Si  0.0294  0.0094  -0.0736
Si  0.0219  -0.0473  -0.0332
Si  -0.0154  -0.0018  -0.0517
Si  0.0049  0.0235  -0.035
Si  0.0255  0.0001  -0.0247
Si  -0.0935  0.115  -0.0422
Si  -0.0184  0.017  -0.023
Si  -0.0216  0.0069  -0.0654
Si  -0.0196  0.0082  -0.0122
Si  -0.0106  -0.0218  -0.0438
Si  0.0022  0.0096  -0.0224
Si  0.012  0.0106  0.0085
Si  0.0161  -0.0007  -0.0575
O  -0.0191  0.0308  0.0327
O  -0.0069  0.0134  0.0494
O  -0.0039  -0.0009  0.0156
O  0.014  -0.0056  -0.005
O  0.0084  -0.0378  0.0382
O  0.0207  -0.0002  0.0029
O  0.0016  0.0135  0.0539
O  -0.0145  0.0031  0.0194
O  -0.0013  0.0016  0.0003
O  -0.0045  -0.0032  -0.0061
O  -0.0049  -0.0012  -0.0054
O  -0.004  0.0011  0.0038
O  0.0039  -0.0043  -0.0165
O  0.0046  0.006  0.0073
O  -0.0031  0.0066  -0.0085
O  0.0023  0.0019  0.0076
Si  -0.0093  -0.0028  -0.0075
Si  0.019  0.0148  -0.0209
Si  0.0011  -0.0036  0.006
Si  -0.0029  0.0103  -0.0142
Si  -0.0089  0.003  -0.0077
Si  0.0021  -0.0116  -0.005
Si  -0.0034  -0.0024  0.0007
Si  0.0009  0.0053  -0.0026
Si  0.0065  -0.0026  0.0116
Si  0.0112  0.0073  -0.0181
Si  -0.0061  0.0029  -0.0032
Si  0.011  -0.0286  -0.0304
Si  0.0019  0.0056  0.0009
Si  0.0032  -0.0037  -0.0093
Si  0.0227  -0.0041  0.0085
Si  -0.0106  -0.0036  -0.0162
Si  -0.0207  -0.0278  0.0085
Si  0.0102  0.0011  -0.0082
Si  0.0022  0.005  -0.0077
Si  0.0071  -0.0459  -0.0085
Si  0.0087  0.0079  0.0001
Si  -0.0054  -0.0028  0.0039
Si  -0.002  0.0012  0.0087
Si  -0.0041  0.0096  0.011
Si  -0.0005  -0.002  0.0032
Si  0.0021  -0.0007  0.0058
Si  -0.0034  -0.0002  0.0006
Si  0.0008  0  0.0079
Si  -0.015  -0.0139  0.0051
Si  -0.0242  -0.0019  -0.0022
Si  -0.0085  -0.0017  0.0105
Si  -0.0009  0.0045  -0.0007
Si  -0.0123  0.0037  0.0042
Si  -0.0009  0.0039  0.0024
Si  0.0555  0.037  -0.02
Si  -0.0007  -0.0003  0.0012
Si  0.0049  -0.018  0.0001
O  -0.0006  0.0013  0
O  0.0007  -0.0041  -0.0015
O  -0.0019  -0.0004  -0.0035
O  -0.0016  0.0228  0.0211
O  -0.0039  0.0023  0.0079
O  -0.0051  0.0118  -0.0011
O  0.0059  0.0077  -0.0081
O  -0.0103  -0.0006  -0.0056
O  -0.0056  -0.0038  -0.0011
O  -0.002  -0.0015  -0.003
O  0.0098  -0.0145  0.0093
O  -0.0004  -0.0027  -0.0063
O  -0.0019  0.0021  -0.0025
O  0.0006  0.0002  0.0009
O  -0.0044  -0.0002  0.001
O  -0.0019  0.0277  -0.0187
O  0.0025  0.0019  -0.0008
O  0.0009  0.0006  -0.0032
O  -0.0145  -0.004  -0.009
O  0.0012  -0.0029  -0.0044
O  -0.0029  -0.0047  -0.0002
O  0.0052  -0.0028  -0.0008
O  -0.0079  0.0018  -0.0038
O  -0.0003  0.002  0.003
O  -0.0011  0.0007  0.002
O  0.0011  -0.0013  0.0049
O  0.0027  -0.0096  -0.0036
O  0.0009  0.0028  -0.0047
O  -0.0121  0.0039  -0.0124
O  -0.0044  0.0027  -0.0039
O  -0.0052  -0.0024  0.0002
O  0.0028  0.002  -0.0021
O  -0.0004  -0.0024  -0.0108
O  -0.004  -0.003  -0.0008
O  0.0014  0.0345  0.0075
O  -0.0394  -0.0298  0.0004
O  -0.0056  0.0039  0.003
O  -0.0207  -0.0019  0.0054
O  -0.0031  0.0013  -0.0044
O  -0.0002  -0.0021  -0.0007
O  0.0125  0.0017  -0.055
O  0.0032  -0.0015  0.0008
O  0.0003  0  -0.0076
O  0.0044  0.0055  0.0003
O  -0.0005  0.006  0.0021
O  -0.0015  0.0037  -0.0005
O  0.0003  -0.0019  0.0021
O  -0.0097  -0.0176  -0.0074
O  -0.001  0.0008  -0.0011
O  0.0029  0.0023  -0.0061
O  0.004  0.0036  0
O  0.0034  0.0012  -0.0042
O  0.0052  -0.0029  -0.0011
O  -0.0005  0.0124  -0.0016
O  -0.0003  0.0001  -0.0062
O  -0.0018  0.0007  0.0014
O  -0.0031  -0.0055  0.0038
O  0.0123  0.0005  -0.0035
O  0.0115  0.0054  -0.0163
O  0.0092  0.016  0.0185
O  -0.0008  -0.0008  -0.0026
O  -0.0023  -0.0095  0.0014
O  0.0022  -0.0005  -0.0111
O  0.0041  -0.0022  -0.0054
O  0.0031  0.0038  -0.0055
O  0.0001  -0.0028  0.0008

The program warned: the cutoff lies below the one the program advises for these potential files; the exchange-correlation potential is rough where the density is thin.
